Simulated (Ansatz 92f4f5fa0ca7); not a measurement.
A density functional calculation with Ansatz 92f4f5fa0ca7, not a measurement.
Periodic cell of 223 atoms, Si133O90, from a study of silicon, its oxide and their interface. The atomic structure is a simulated model.
Doubt: the cutoff is far below the 930 eV that the study's wrapper takes by default for these files, so forces and energies are approximate.

Settings
functional: PBE
potential files: Ansatz PAW
basis: plane waves
wave-function cutoff: 580 eV
density cutoff ratio: 5
exchange-correlation grid ratio: 1
k mesh: 1 x 1 x 1, Gamma-centred
self-consistency stop: 5e-08 eV per atom in the density residual
occupations: fixed
spin: none
net charge: 0

Cell vectors (angstrom)
a	10.938	0	0
b	0	10.938	0
c	0	0	32.2106

Atoms and the computed forces on them: element, x, y, z (angstrom), force x, y, z (eV/angstrom)
Si	0.1385	-0.2562	24.8574	0.0067	-0.0034	-0.0046
Si	5.2437	0.0718	24.8698	0.0002	0.0025	0.0061
Si	3.1324	2.4469	24.7305	0.0058	-0.0052	0.0073
Si	7.8456	2.9203	24.6768	-0.0012	0.0061	0.007
Si	-0.3093	5.5645	24.5353	-0.0029	0.0103	0.0056
Si	5.8187	5.3865	24.5497	0.0072	-0.0069	-0.0099
Si	2.3201	8.4168	24.7836	-0.0037	-0.0001	0.0017
Si	8.5695	7.9352	24.9397	0.0056	-0.0002	-0.0272
Si	1.3965	1.392	25.9983	-0.0012	0.0014	-0.0008
Si	6.8058	1.3353	26.0936	-0.0027	0.0005	-0.0035
Si	4.1874	4.1801	25.9252	-0.0017	-0.0005	-0.0006
Si	9.5176	4.0298	25.9596	-0.0009	0.0042	-0.0015
Si	1.2759	6.7132	25.9939	-0.0008	0.003	-0.0013
Si	6.8866	6.8043	26.0968	-0.0011	-0.003	-0.0002
Si	4.0067	9.4727	26.0999	0.0015	0.0014	-0.0029
Si	9.6519	9.5108	26.2659	0.0017	0.0004	0
Si	2.7158	0.006	27.4373	-0.0012	-0.0011	-0.0045
Si	8.2098	-0.0032	27.4531	0.0006	-0.0009	-0.0029
Si	0.0016	2.7333	27.3737	0.0005	0.0001	-0.0037
Si	5.4595	2.7686	27.4174	0.0024	-0.0005	-0.0031
Si	2.7534	5.4488	27.3597	-0.0027	0.0001	-0.0052
Si	8.2375	5.4202	27.4342	0.0012	-0.0016	-0.0047
Si	0.0671	8.1092	27.5051	0.0028	-0.0024	-0.0065
Si	5.4723	8.1744	27.4226	-0.002	-0.0016	-0.0042
Si	4.1018	1.3673	28.7924	-0.061	0.1784	-0.0477
Si	9.5708	1.3673	28.7924	0.1464	0.1427	-0.0627
Si	1.3673	4.1018	28.7924	0.0638	-0.0049	-0.3973
Si	6.8362	4.1018	28.7924	0.0853	-0.1076	0.1487
Si	4.1018	6.8362	28.7924	-0.1077	-0.1916	-0.1547
Si	9.5708	6.8362	28.7924	-0.0692	-0.3613	0.3972
Si	1.3673	9.5708	28.7924	0.218	-0.1117	0.3295
Si	6.8362	9.5708	28.7924	-0.1588	-0.0263	0.0034
Si	0	0	30.1596	-0.0443	-0.0563	-0.0113
Si	5.469	0	30.1596	0.0034	-0.0013	-0.0178
Si	2.7345	2.7345	30.1596	-0.0325	-0.059	-0.0241
Si	8.2035	2.7345	30.1596	-0.0357	0.0415	0.0064
Si	0	5.469	30.1596	-0.1093	0.052	0.0168
Si	5.469	5.469	30.1596	-0.0173	-0.019	-0.0227
Si	2.7345	8.2035	30.1596	0.0467	0.1323	0.0136
Si	8.2035	8.2035	30.1596	-0.0054	-0.0739	-0.0268
Si	1.3673	1.3673	31.5269	0.0488	0.0279	0.0054
Si	6.8362	1.3673	31.5269	0.0305	-0.0244	-0.0248
Si	4.1018	4.1018	31.5269	0.0156	0.0071	-0.0156
Si	9.5708	4.1018	31.5269	0.0809	-0.0445	-0.0237
Si	1.3673	6.8362	31.5269	0.0274	-0.0226	-0.041
Si	6.8362	6.8362	31.5269	-0.0328	0.0321	-0.0098
Si	4.1018	9.5708	31.5269	-0.0084	-0.0682	-0.0166
Si	9.5708	9.5708	31.5269	-0.0404	0.0066	-0.0097
Si	2.7345	0	0.6835	0.0207	-0.0678	-0.002
Si	8.2035	0	0.6835	-0.0068	-0.0043	0.0419
Si	0	2.7345	0.6835	-0.1554	0.0719	0.0086
Si	5.469	2.7345	0.6835	0.0076	0.0082	0.0183
Si	2.7345	5.469	0.6835	-0.0304	0.0442	0.0271
Si	8.2035	5.469	0.6835	0.027	0.0105	0.0025
Si	0	8.2035	0.6835	0.0064	-0.0284	0.0293
Si	5.469	8.2035	0.6835	-0.0227	0.0454	0.004
Si	4.1018	1.3673	2.0507	-0.0797	-0.0032	0.0438
Si	9.5708	1.3673	2.0507	0.1142	0.0227	-0.0375
Si	1.3673	4.1018	2.0507	0.0483	-0.0395	0.0182
Si	6.8362	4.1018	2.0507	-0.1227	-0.0494	0.0312
Si	4.1018	6.8362	2.0507	0.128	0.0414	0.0007
Si	9.5708	6.8362	2.0507	-0.0631	-0.029	0.0015
Si	1.3673	9.5708	2.0507	0.1445	0.1058	0.0389
Si	6.8362	9.5708	2.0507	-0.0108	-0.142	-0.0035
Si	0	0	3.418	0.4263	0.8503	-0.197
Si	5.469	0	3.418	0.0103	-0.0023	0.5775
Si	2.7345	2.7345	3.418	-0.1759	-0.2301	-0.0085
Si	8.2035	2.7345	3.418	-0.2216	-0.371	0.1677
Si	0	5.469	3.418	-0.0837	0.0435	0.2408
Si	5.469	5.469	3.418	-0.3401	-0.1962	-0.2188
Si	2.7345	8.2035	3.418	0.3431	0.463	0.033
Si	8.2035	8.2035	3.418	-0.1974	-0.1124	-0.5441
Si	1.3477	1.4415	4.8971	-0.0351	-0.0147	-0.0144
Si	6.8248	1.3617	4.8811	0.0097	-0.0052	0.0034
Si	4.0326	4.1083	4.7716	-0.0108	0.0441	0.0038
Si	9.5533	4.0553	4.7867	-0.0009	-0.0174	0.0013
Si	1.3828	6.893	4.7484	0.025	-0.0255	0.0282
Si	6.8378	6.8146	4.7255	-0.0024	0.0167	-0.0015
Si	4.0966	9.6068	4.8845	0.0105	0.0089	-0.007
Si	9.5192	9.6547	4.6515	0.0071	0.0021	0.0059
Si	2.7624	0.146	6.3649	-0.0068	-0.0028	-0.0225
Si	8.2666	-0.1097	6.2131	-0.026	-0.0096	-0.0342
Si	-0.0852	2.8068	6.3495	0.1545	-0.0338	-0.1825
Si	5.3963	2.7911	6.2019	0.0019	0.0114	-0.0086
Si	2.5321	5.3714	6.1199	0.0796	0.0324	-0.0175
Si	8.1643	5.4175	6.0781	-0.0079	0.0104	-0.0346
Si	-0.016	8.4036	5.9432	-0.0004	0.0023	-0.0322
Si	5.5044	8.1187	6.1502	-0.0038	-0.0054	0.0107
Si	4.0679	1.6422	7.814	-0.0149	0.0135	-0.0105
Si	9.7307	1.138	7.6328	-0.0263	-0.0101	-0.1748
Si	0.6491	4.6809	7.6421	-0.6542	-0.2497	0.8982
Si	6.6088	4.3284	7.4948	-0.1291	0.0956	-0.2175
Si	4.2761	6.4282	7.2835	-0.0505	0.0203	-0.0035
Si	9.5632	6.9539	7.1029	0.0589	0.0447	-0.0414
Si	1.1085	9.8225	7.4972	0.0246	-0.0272	0.0037
Si	7.3171	9.0174	7.4309	-0.0161	0.0092	-0.021
O	9.5726	6.8092	24.2429	-0.0052	0.0037	0.0059
O	4.179	1.2231	24.3913	-0.0035	0.0035	-0.0025
O	8.4849	7.9374	7.9323	0.0014	-0.0149	0.005
O	3.2442	2.466	9.0079	0.0084	0.0007	0.0382
O	6.8292	4.1276	24.1562	-0.0065	0.0095	-0.0039
O	2.8433	7.7152	23.401	-0.0017	0.0015	-0.0166
O	5.4418	5.4281	7.9015	0.0513	-0.0431	0.0247
O	0.1662	0.1174	8.5188	0.0867	-0.0276	0.1605
O	7.177	3.6764	8.8837	0.4958	-0.0545	0.2618
O	6.7593	9.6043	8.8544	-0.0103	0.0126	0.0239
O	10.8457	6.1722	7.7991	0.1686	-0.225	-0.0041
O	1.5508	8.8306	8.7307	0.0048	0.0123	0.0008
O	5.2332	0.8326	8.6694	0.0207	-0.008	0.0218
O	1.5674	4.4684	8.9866	-0.1767	0.0583	-0.3335
O	8.8472	1.5812	8.927	-0.0728	0.9104	0.3926
O	3.4706	6.9367	8.6235	0.0396	-0.0203	-0.0422
O	7.9843	8.7893	23.6921	0.0049	-0.0065	0.0034
O	8.3345	2.1905	23.2841	0.0051	-0.0059	-0.0146
O	5.4992	6.2696	23.1684	0.0031	0.0036	-0.013
O	2.8364	2.9918	23.2045	-0.0012	-0.0008	-0.0203
O	12.1905	-1.3485	24.3024	-0.0018	0.001	0
O	0.066	4.8943	23.0497	0.004	-0.0052	-0.0201
O	4.0477	7.4282	21.1679	-0.0021	-0.0025	-0.0081
O	10.9857	21.0738	20.7668	0.0035	0.0015	-0.012
Si	5.4296	4.8587	16.6323	0.0103	0.0033	0.0053
Si	0.5583	8.7886	20.0444	0.0076	0.0016	0.0185
Si	6.0965	9.3392	12.0925	-0.0161	0.0097	-0.0172
Si	13.399	4.8927	12.6714	0.0101	-0.0187	-0.0275
Si	8.7694	3.0515	12.717	0.0921	0.0577	0.1258
Si	9.9251	0.0518	12.6862	0.0241	-0.0447	-0.0118
Si	2.0932	3.2554	9.891	0.0304	0.096	-0.1354
Si	2.5976	-3.7118	21.8713	0.0075	-0.0071	0.018
Si	17.7382	7.075	15.4834	0.0009	0.0053	0.0132
Si	7.108	11.1587	18.609	-0.0009	-0.0036	0.017
Si	8.6732	3.2178	9.4609	0.4579	-0.0615	-0.2265
Si	3.5074	13.1182	14.0032	-0.0026	0.0028	0.0046
Si	5.8507	0.4888	14.3048	-0.0039	-0.0102	0.0051
Si	6.9952	5.9812	19.2172	-0.0015	0.0038	0.0231
Si	0.8234	4.7915	21.576	0.0045	0.0025	0.0217
Si	13.6952	-0.9575	18.1994	-0.0034	-0.0013	0.0156
Si	3.3635	2.8351	17.0451	0.005	-0.0076	0.0134
Si	5.3776	10.2966	9.3208	-0.018	-0.0172	-0.0319
Si	9.5484	6.6047	16.5003	0.0018	0.0048	0.0222
Si	16.487	7.0577	21.7118	0.0015	0.0053	0.0264
Si	9.8148	4.8179	19.0399	0.0095	0	0.0218
Si	1.9193	-0.3207	12.6818	0.0152	-0.0047	-0.0009
Si	5.2313	20.5554	16.5563	-0.001	0.0037	0.0146
Si	8.4856	8.1549	12.9217	-0.0122	0.0043	0.0038
Si	11.4674	0.5357	10.2268	0.041	-0.0599	-0.0915
Si	7.0204	9.6012	22.6963	0.005	-0.003	0.0223
Si	11.3343	11.7023	20.8498	-0.0033	0.0027	0.0194
Si	-0.5591	-5.1874	13.5307	0.0216	0.0424	0.0177
Si	4.4592	1.1917	19.5563	-0.0028	0.0033	0.0211
Si	3.0012	8.3184	9.2839	-0.0137	0.0089	-0.0452
Si	1.0193	1.369	17.7858	0.0015	-0.0037	0.0204
Si	3.405	7.9147	12.3768	-0.0043	0.0079	-0.034
Si	2.5324	2.3257	21.7487	-0.0036	0.0084	0.0169
Si	7.3628	2.7565	15.2638	0.0009	-0.0187	0.0614
Si	8.8253	8.4719	18.5664	0.0038	0.0027	0.0164
Si	9.0615	0.9192	22.5784	-0.0037	-0.0002	0.0174
Si	9.2657	2.2464	17.4646	0.0089	-0.0058	0.0204
O	6.2046	8.3522	16.2843	0.0024	-0.0009	-0.0087
O	5.0402	1.7391	13.6146	0.0014	0.0084	-0.0037
O	13.123	5.6666	21.7481	0.0033	0.0097	-0.005
O	6.5245	10.4504	13.1999	0.0071	0.0049	0.0015
O	2.5648	9.1601	13.1047	-0.0008	0.0074	0.0038
O	1.6611	0.942	21.8853	-0.0017	0.0002	-0.0124
O	2.8951	8.034	10.8499	0.0107	-0.0069	0.052
O	3.5715	-0.1853	19.4002	0.0043	-0.001	-0.011
O	10.3644	-4.6719	15.113	0.004	-0.0073	-0.0198
O	9.6234	-3.9567	12.6912	0.0051	-0.0096	-0.008
O	3.8793	4.3806	16.8699	0.0059	-0.0065	-0.0057
O	8.2216	9.9677	18.8748	-0.0006	0.0037	-0.0087
O	9.4263	8.1828	17.0311	0.0024	-0.0047	-0.0143
O	14.364	2.0398	15.6209	0.0037	0.0113	-0.0057
O	7.4998	7.6449	14.1308	0.0074	0.0039	-0.012
O	11.9182	5.4668	13.07	0.0025	-0.0096	-0.0114
O	4.9744	8.2741	12.6053	0.0043	-0.0008	-0.0004
O	6.2002	6.045	20.6293	0.007	-0.0013	-0.0175
O	9.9372	14.2143	18.5354	-0.0003	0.0053	-0.0092
O	5.5556	6.0025	15.4471	0.0015	-0.0141	0.0048
O	7.5795	7.4604	18.8526	0.0026	0.001	-0.0104
O	1.632	8.979	18.823	0.0068	0.0055	-0.013
O	12.3692	3.354	21.1098	0.0019	-0.0045	-0.0072
O	8.4651	3.1465	11.1228	0.169	0.0363	-0.3258
O	10.0959	-2.8219	19.5446	-0.0061	0.0003	-0.0128
O	-0.1826	-5.7654	20.3339	-0.0103	-0.0003	-0.0242
O	6.0691	10.6239	17.4957	-0.001	-0.0044	-0.0145
O	3.2996	6.319	12.7658	-0.0041	-0.0089	0.0009
O	6.0545	0.7844	19.7718	0.0053	-0.0012	-0.0123
O	10.1853	5.7514	17.7384	-0.0009	0.0035	-0.0131
O	1.7624	-0.2329	11.0054	-0.0119	0.012	0.0088
O	8.2519	4.9851	19.4546	0.0024	-0.0004	-0.0113
O	6.2047	14.4685	16.093	0.0025	0.0203	-0.0122
O	11.8018	1.2609	19.3912	0.0017	0.0046	-0.0196
O	7.4764	14.2016	13.7122	0.045	0.024	-0.0879
O	4.8831	10.4472	15.1945	0.0067	0.0032	-0.0062
O	9.7196	4.2979	13.2094	-0.1124	-0.1386	-0.063
O	8.7651	2.9684	16.0871	-0.0154	0.0038	-0.0255
O	7.9785	6.204	16.2307	0.0005	-0.0001	-0.0079
O	4.2802	2.1002	18.1976	-0.0078	0.0099	-0.0178
O	4.0586	9.4738	8.8359	0.0208	0.0111	0.0158
O	5.4322	-0.6693	10.9323	0.0094	-0.0045	0.0273
O	9.9501	12.4328	21.3323	0.0094	-0.0002	-0.0154
O	1.7844	2.7868	17.4761	0.0055	0.0026	-0.0107
O	10.1187	0.2498	23.6247	-0.002	0.0031	-0.0095
O	6.3835	8.4779	21.6992	-0.0031	-0.0081	-0.0114
O	2.543	4.0488	11.2518	-0.0091	-0.0059	0.0384
O	-1.5988	1.5286	13.0917	-0.0172	0.0618	-0.0567
O	2.6578	11.9781	13.1908	0.0033	0.0037	0.0036
O	-0.4404	23.1157	17.0724	-0.0007	0.0037	-0.0093
O	7.9618	10.7659	22.0269	0.0021	0.0016	-0.009
O	7.0239	1.1517	15.2234	0.0055	0.0201	-0.0156
O	1.959	0.1308	17.2709	0.0011	0.0036	-0.0085
O	9.8965	4.0682	8.8545	-0.6365	-0.5463	0.1011
O	14.7666	9.1623	17.2697	0.0061	0.0003	-0.0111
O	0.4514	-0.1745	13.3565	-0.0168	0.0113	-0.006
O	10.1167	0.1211	11.0309	-0.0302	0.0147	0.0378
O	7.4273	-2.4836	11.688	0.0111	-0.0049	-0.0017
O	0.919	2.1153	10.1961	-0.0152	0.0545	0.0207
O	3.8764	2.0446	20.8463	0.0091	-0.0042	-0.0169
O	16.735	10.325	23.4829	0.0061	-0.0053	-0.0137
O	1.3339	7.9721	21.1977	-0.0055	0.0051	-0.0139
O	5.9842	5.4174	18.0667	-0.0026	-0.0034	-0.0227
O	14.0112	3.7364	13.6815	-0.0015	0.0007	-0.0079
O	7.992	1.4991	18.14	0.005	0.0068	-0.0094
O	9.1524	-1.3025	13.1758	0.0067	0.019	-0.0037

Results
free energy: -135731.318 eV
free energy less fixed offsets of O -568.88, Si -635.61 eV per atom: 4.012 eV

The program warned: the cutoff lies below the one the program advises for these potential files; the forces do not sum to zero within the program's tolerance; the exchange-correlation potential is rough where the density is thin.
